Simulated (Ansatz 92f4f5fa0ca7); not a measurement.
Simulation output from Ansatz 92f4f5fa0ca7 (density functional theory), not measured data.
Periodic cell of 223 atoms, Si131O90As2, from a study of silicon, its oxide and their interface. The atomic structure is a simulated model.
Doubt: the cutoff is far below the 930 eV that the study's wrapper takes by default for these files, so forces and energies are approximate.
This geometry differs little from another in the collection (a relaxation step or a small displacement).

Settings: functional PBE; potential files Ansatz PAW; basis plane waves; wave-function cutoff 580 eV; density cutoff ratio 5; exchange-correlation grid ratio 1; k mesh 1 x 1 x 1, Gamma-centred; self-consistency stop 5e-08 eV per atom in the density residual; occupations fixed; spin none; net charge 0.

Cell vectors (angstrom)
a, 10.938, 0, 0
b, 0, 10.938, 0
c, 0, 0, 32.1988

Atoms and the computed forces on them: element, x, y, z (angstrom), force x, y, z (eV/angstrom)
Si, 10.5971, 0.2265, 24.8762, 0.0024, 0.0004, -0.0022
Si, 5.7483, 10.6813, 24.7554, -0.0002, -0.0004, -0.001
Si, 2.4866, 2.9176, 24.6493, 0.0009, 0.0004, -0.0005
Si, 8.4352, 2.4631, 24.8388, 0.0009, 0.0013, -0.0016
Si, 0.2851, 5.1709, 24.7638, 0.0001, -0.0001, -0.0013
Si, 5.1672, 5.7495, 24.7009, 0.0008, 0.0013, 0.0018
Si, 2.9466, 8.0037, 24.6138, 0.0017, 0.0003, -0.0003
Si, 7.9497, 8.4402, 24.7433, -0.0001, -0.0006, -0.0008
Si, 1.3374, 1.3857, 26.0465, 0.0002, -0.0016, -0.0004
Si, 6.8549, 1.3103, 26.1304, -0.0011, 0.0015, -0.0013
Si, 4.0537, 4.1054, 25.993, 0.0009, -0.0002, -0.0007
Si, 9.6132, 4.0657, 26.0898, -0.001, 0.0009, -0.001
Si, 1.4066, 6.8275, 26.0093, 0.0001, 0.0002, -0.0006
Si, 6.7781, 6.8548, 26.0349, 0.0003, -0.0009, -0.0004
Si, 4.1077, 9.5384, 26.004, 0.0003, 0.0005, -0.0004
Si, 9.4744, 9.5718, 26.1565, 0.0015, -0.0008, -0.0006
Si, 2.7332, -0.0085, 27.3539, 0.0006, 0.0001, 0.0035
Si, 8.1661, -0.0198, 27.5621, 0.0017, 0.0006, -0.0044
Si, 0.0123, 2.7216, 27.4913, 0.0006, -0.0002, -0.003
Si, 5.4466, 2.7443, 27.3701, -0.0002, 0.0004, 0.003
Si, 2.7342, 5.4649, 27.431, 0.0006, -0.0004, -0.002
Si, 8.1915, 5.4728, 27.3654, 0.0004, 0.0007, 0.003
Si, 0.0015, 8.182, 27.3793, 0, 0.0005, 0.0029
Si, 5.4404, 8.2005, 27.4487, 0.0011, 0.0002, -0.0028
Si, 4.0854, 1.3677, 28.7476, -0.0007, 0.0001, -0.0028
Si, 9.5775, 1.3593, 28.8451, 0.0016, 0.0003, 0.006
Si, 1.3694, 4.1137, 28.8129, 0.0006, 0.0021, 0.0042
Si, 6.8306, 4.102, 28.7495, -0.0005, 0.0008, -0.0036
Si, 4.0955, 6.8213, 28.8028, 0.0003, 0, 0.0023
Si, 9.5626, 6.829, 28.7578, -0.0009, -0.0012, -0.0023
Si, 1.3722, 9.5621, 28.7459, 0.001, 0, -0.0036
Si, 6.7854, 9.5471, 28.8511, -0.0036, -0.0013, 0.0066
Si, 0.0189, -0.0201, 30.1559, -0.0009, 0.0003, 0.0005
Si, 5.4426, 0.0184, 30.1603, 0.0004, -0.0015, -0.0009
Si, 2.7381, 2.7325, 30.147, 0.0014, -0.0015, 0
Si, 8.1928, 2.7451, 30.1517, 0.0002, 0.0007, -0.0003
Si, -0.0101, 5.476, 30.1518, -0.0003, -0.0001, -0.0008
Si, 5.4754, 5.4618, 30.1476, 0.0009, -0.0013, 0.0001
Si, 2.7282, 8.2047, 30.1434, 0.0002, 0, 0
Si, 8.2055, 8.1943, 30.1542, 0.0014, -0.0012, -0.0002
Si, 1.3673, 1.3673, 31.515, 0.0927, -0.0292, 0.0149
Si, 6.8362, 1.3673, 31.515, -0.0363, 0.0855, -0.0028
Si, 4.1018, 4.1018, 31.515, 0.0409, -0.0803, -0.0052
Si, 9.5708, 4.1018, 31.515, -0.076, 0.0741, 0.0171
Si, 1.3673, 6.8362, 31.515, -0.0355, 0.0848, -0.0193
Si, 6.8362, 6.8362, 31.515, 0.0528, -0.0786, 0.0502
Si, 4.1018, 9.5708, 31.515, -0.182, 0.0044, 0.0296
Si, 9.5708, 9.5708, 31.515, 0.0296, -0.1281, 0.0137
Si, 2.7345, 0, 0.6835, 0.0341, 0.0061, 0.0591
Si, 8.2035, 0, 0.6835, 0.0161, 0.1774, -0.0084
Si, 0, 2.7345, 0.6835, -0.0454, -0.0595, 0.1108
Si, 5.469, 2.7345, 0.6835, 0.0777, -0.0128, 0.0143
Si, 2.7345, 5.469, 0.6835, -0.061, 0.033, -0.2109
Si, 8.2035, 5.469, 0.6835, 0.0835, -0.1375, 0.1179
Si, 0, 8.2035, 0.6835, -0.1907, -0.0585, -0.1565
Si, 5.469, 8.2035, 0.6835, 0.0838, 0.0504, -0.0391
Si, 4.1164, 1.3652, 2.0511, -0.0054, 0.0013, 0.0028
Si, 9.5635, 1.3712, 2.0784, -0.0033, 0.0011, 0.002
Si, 1.364, 4.1195, 2.0411, 0.0018, -0.0021, 0.005
Si, 6.8624, 4.0688, 2.0644, 0.0034, 0.0019, -0.0024
Si, 4.1176, 6.8132, 2.0258, 0.0017, -0.0003, 0.0006
Si, 9.5701, 6.8371, 2.0518, -0.0025, -0.0016, 0.0018
Si, 1.3338, 9.5812, 2.0234, 0.0005, 0.0117, 0.0011
Si, 6.8269, 9.5976, 2.0442, -0.0023, -0.0026, 0.0034
Si, -0.0082, -0.0105, 3.4306, -0.0106, -0.0122, -0.0044
Si, 5.4791, 0.014, 3.4548, 0.0102, 0.0012, 0.0037
Si, 2.7648, 2.7727, 3.3742, 0.0076, 0.0088, -0.0058
Si, 8.1932, 2.7016, 3.5068, 0.0055, -0.0087, 0.005
Si, -0.0095, 5.4633, 3.4315, 0.0033, 0.0033, 0.004
Si, 5.4891, 5.4464, 3.3927, -0.0057, 0.0039, 0.0052
Si, 2.6954, 8.1721, 3.3142, 0.0059, -0.0064, 0.0072
Si, 8.2014, 8.2371, 3.3819, -0.007, -0.002, 0.0039
Si, 1.366, 1.4434, 4.6954, 0.0101, 0.0043, 0.0071
Si, 6.8791, 1.2797, 4.9458, -0.0055, -0.0041, -0.0018
Si, 4.2045, 4.038, 4.7874, -0.0106, -0.0038, 0.0048
Si, 9.5255, 4.1669, 4.8392, 0.0064, -0.0059, -0.0122
Si, 1.4442, 6.7989, 4.7506, 0.0022, -0.0084, 0.0005
Si, 6.7704, 6.9166, 4.7033, 0.0156, 0.0005, -0.0145
Si, 3.9782, 9.5718, 4.6535, 0.0107, -0.008, 0.0003
Si, 9.582, 9.5119, 4.8103, -0.0029, 0.0038, 0.0099
Si, 2.7646, 0.0984, 6.0338, 0.0003, 0.0074, -0.0022
Si, 8.2115, -0.1786, 6.321, 0.0358, 0.0258, -0.0406
Si, -0.0159, 2.7433, 6.1273, -0.0046, -0.0035, 0.0012
Si, 5.5536, 2.7193, 6.3032, 0.0076, 0.0038, 0.0061
Si, 2.8243, 5.4215, 6.1088, 0.0041, 0.0054, -0.0083
Si, 8.1626, 5.665, 6.1345, -0.0105, 0.0027, 0.0042
Si, 0.1191, 8.1613, 6.1165, 0.0012, 0.0085, -0.0102
As, 5.3765, 8.3252, 6.0942, -0.0061, 0.003, -0.0069
Si, 3.9524, 1.4802, 7.5856, 0.013, 0.0018, -0.0055
Si, 9.8032, 1.1331, 7.4561, -0.0138, -0.011, 0.0164
Si, 1.7269, 3.7612, 7.3607, 0.0101, 0.0021, -0.0169
Si, 6.669, 4.4811, 7.4976, 0.0005, -0.0106, 0.0013
Si, 4.3332, 6.6399, 7.4669, 0.0021, -0.0004, 0.0136
Si, 9.6398, 6.9221, 7.5108, -0.0111, -0.0275, -0.0085
Si, 1.1564, 9.9413, 7.2912, 0.0014, -0.0047, 0.0129
As, 7.4988, 8.8478, 7.9126, -0.0493, 0.1024, 0.1822
O, 9.1383, 8.1891, 8.4609, 0.0141, 0.0213, 0.0063
O, 2.7808, 2.6018, 7.834, -0.007, -0.0031, 0.0141
O, 9.5319, 1.3513, 24.2782, -0.0003, -0.0002, 0.0023
O, 4.063, 6.8633, 24.138, -0.0003, -0.0001, -0.0002
O, 0.0457, 0.0624, 7.9257, -0.0116, 0.0012, -0.0141
O, 5.5153, 5.5974, 7.9693, -0.0129, 0.0068, -0.0076
O, 6.8565, 9.5703, 24.2089, 0.0005, 0.0009, 0.0015
O, 1.3754, 4.06, 24.176, -0.0001, 0.0003, 0.0013
O, 3.8079, 7.4251, 8.8381, -0.0053, 0.0006, -0.003
O, 1.3754, 4.3883, 8.8294, -0.0099, 0.0157, 0.0096
O, 10.0821, 5.7239, 8.5687, -0.0123, 0.0067, -0.0072
O, 2.0781, 9.444, 8.5513, 0.0014, -0.004, 0.0005
O, 7.4692, 3.9768, 8.8543, 0.0038, -0.0035, 0.002
O, 4.3278, 0.8798, 9.0935, -0.0023, -0.0012, -0.0004
O, 7.0555, 9.6769, 9.44, 0.0141, -0.1034, -0.0586
O, 9.1956, 1.9021, 8.7856, 0.0043, 0.0008, -0.0087
O, 7.7136, 3.1438, 23.5349, 0.0004, -0.0002, 0.0008
O, 10.5153, 5.8547, 23.4555, 0.0007, 0.0002, 0.0007
O, 5.1066, 0.4455, 23.4209, 0.0005, 0.0005, 0.0006
O, 5.8793, 5.0975, 23.37, 0.001, -0.0004, 0.0001
O, 3.1107, 2.2061, 23.2863, 0.0004, 0, 0.0006
O, 2.311, 8.7129, 23.247, -0.0002, 0.0002, 0.0003
O, 8.6354, 7.7629, 23.4059, 0.0006, -0.0001, 0.0008
O, 0.2459, 10.3365, 23.6042, 0.0005, 0.0001, 0.0017
Si, 4.4029, 1.5756, 22.4873, 0.0003, 0, -0.0009
Si, 3.5685, 7.9312, 14.1013, 0.0039, -0.0004, -0.0027
Si, 7.1919, 0.9631, 14.707, 0.0037, -0.0024, 0.0002
Si, 0.967, 9.3572, 22.543, 0.0004, 0.0003, -0.0018
Si, 1.2478, 4.3083, 11.9707, 0.0039, -0.0001, 0.0051
Si, 6.3475, 8.9717, 15.3693, 0.0019, 0.0006, -0.0025
Si, 0.7317, 1.3592, 12.3909, -0.0004, 0.0015, 0.0014
Si, 8.6591, 4.9445, 20.5461, 0.0012, 0.0006, -0.0019
Si, 0.5219, 5.619, 9.4252, 0.0118, -0.0016, 0.0074
Si, 5.165, 3.1159, 17.9743, 0.0009, 0.0007, -0.0018
Si, 0.9477, 3.7381, 16.8072, 0.0012, 0.0016, -0.0012
Si, 10.4573, 2.8555, 19.2794, 0.0006, 0.0003, -0.0014
Si, 5.3179, 1.1763, 10.3876, 0.0063, -0.0072, -0.0018
Si, 0.9394, 0.1838, 19.8879, 0.0006, 0, -0.0018
Si, 6.7514, 9.4903, 11.0347, 0.0145, -0.0034, -0.0822
Si, 9.3894, 9.6709, 18.4022, 0.0006, 0.0005, -0.0014
Si, 9.5022, 9.2355, 12.6959, -0.0018, 0.0005, -0.002
Si, 6.5837, 3.846, 22.6028, 0.0002, 0.0002, -0.0012
Si, 2.4358, 8.129, 9.4108, 0.003, 0.0008, -0.0012
Si, 10.6578, 7.3599, 17.1694, 0.0013, 0.0008, -0.0013
Si, 2.5695, 6.2991, 16.6464, 0.0012, 0.0007, -0.0014
Si, 10.2394, 4.4783, 14.2524, 0.0005, 0.0022, -0.0002
Si, 6.1964, 9.1817, 18.5672, 0.001, 0.0002, -0.0019
Si, 7.9741, 2.6124, 9.6005, -0.0039, -0.0032, -0.0035
Si, 8.9342, 2.1577, 12.4714, 0, -0.0005, -0.0011
Si, 5.4074, 6.2391, 18.1123, 0.0005, 0.0011, -0.0013
Si, 3.9669, 0.5523, 19.4921, 0.0012, 0.0001, -0.0014
Si, 4.3354, 3.8457, 12.0895, 0.003, 0.0009, -0.0002
Si, 5.6229, 6.6009, 12.2068, 0.0042, 0.0054, -0.0027
Si, 8.0777, 2.5039, 17.2538, 0.0007, 0.0007, -0.0019
Si, 4.428, 2.4752, 15.0061, 0.0001, 0.0015, 0.0004
Si, 1.6093, 1.2018, 15.3457, 0.0003, -0.0007, -0.0017
Si, 1.6623, 9.426, 12.1022, 0.0003, -0.0005, 0.0022
Si, 8.1414, 6.842, 13.9324, -0.0016, 0.0007, -0.0051
Si, 10.4779, 9.8339, 15.5943, 0.0004, 0, -0.002
Si, 9.8255, 7.0253, 22.566, 0.0002, 0.0004, -0.0013
Si, 8.1671, 5.4784, 17.4445, 0.0006, 0.0009, -0.0014
O, 6.1115, 7.978, 11.3744, 0.0036, 0.0013, 0.008
O, 6.1052, 9.2098, 16.9486, 0.0006, 0.0008, 0.0017
O, 7.7334, 1.3963, 13.237, 0.001, 0.0017, -0.0005
O, 0.8954, 1.7037, 13.9764, 0.0021, -0.0008, -0.0015
O, 9.5089, 6.2379, 16.9551, 0.0013, 0.0004, 0.0009
O, 6.8664, 6.1982, 13.1702, 0.0079, 0.0022, 0.0042
O, 5.2046, 4.6509, 18.647, 0.001, 0, 0.001
O, 9.2908, 2.1694, 18.316, 0.0008, 0.0003, 0.001
O, 2.4099, 0.0977, 19.1009, 0.0006, 0.0005, 0.0009
O, 9.4747, 10.2265, 16.8457, 0.0011, 0.0007, 0.0012
O, 2.8514, 4.4756, 11.7884, 0.0013, 0.0003, -0.0012
O, 5.1101, 10.3138, 19.1437, 0.0003, 0.001, 0.0008
O, 9.4952, 3.264, 13.4954, 0.0021, 0.0021, 0.0006
O, 0.5134, 1.7725, 20.0048, 0.0009, 0.0006, 0.0008
O, 3.2128, 1.3664, 15.0909, -0.0009, 0.0001, 0.0005
O, 8.201, 5.3521, 19.0551, 0.0005, 0.0001, 0.0011
O, 3.9561, 6.5912, 17.4524, 0.0011, 0.0004, 0.0011
O, 4.6309, 3.2873, 16.4225, 0.0013, 0.0004, 0.0013
O, 9.1205, 5.6447, 14.4119, -0.0001, 0.002, -0.0016
O, 5.4565, 2.7693, 22.1503, 0.0007, 0.0004, 0.0007
O, 10.7222, 4.0834, 15.742, 0.0022, 0, 0.0007
O, 0.4014, 3.8795, 18.3403, 0.0011, 0.0005, 0.0002
O, 10.4695, 10.5197, 19.2879, 0.0013, 0.0006, 0.001
O, 9.7666, 10.0369, 14.1305, 0.0025, -0.0001, 0.002
O, 10.9211, 8.1347, 22.0995, 0.0008, 0.0006, 0.0007
O, 1.2952, 2.1593, 16.6206, 0.0005, 0.0005, 0.0005
O, 9.7771, 3.7513, 20.4681, 0.0007, 0.0008, 0.001
O, 8.1797, 4.0315, 16.7097, 0.0009, -0.0001, 0.0004
O, 0.0505, 9.1108, 11.9848, 0.0017, 0.0009, 0.0009
O, 6.6456, 2.4032, 18.0343, 0.0005, 0.0005, 0.0005
O, 5.6418, 10.7351, 11.2734, 0.0015, 0.0074, 0.0024
O, 7.8011, 9.5915, 18.9177, 0.0011, 0.0007, 0.0008
O, 10.0877, 1.0363, 12.0962, 0.0029, 0.0022, 0.0003
O, 1.2431, 7.0536, 9.2279, 0.0013, -0.0077, 0
O, 0.6962, 4.7831, 13.4373, -0.0003, 0.0002, 0.0001
O, 5.7708, 7.6173, 19.0291, 0.0007, 0.0003, 0.0009
O, 5.3068, 5.0921, 11.5702, 0.0001, 0, 0.0013
O, 2.7747, 7.0085, 15.1932, 0.0011, 0.0008, 0.001
O, 1.0162, 2.7357, 11.5843, 0.0003, -0.0026, 0.0013
O, 0.9637, 10.6684, 15.6814, 0.0012, 0.0024, -0.0005
O, 2.5174, 8.6449, 10.9472, -0.0002, -0.0033, -0.0046
O, 4.7141, 2.4376, 11.2886, -0.0006, 0.0026, 0.0015
O, 4.3367, 3.4982, 13.7155, 0.0006, 0.0004, -0.0007
O, 2.2455, 4.6951, 16.5293, 0, 0, 0.0009
O, 10.7819, 8.243, 15.794, 0.0012, 0.0014, 0.0011
O, 7.0163, 10.2931, 14.7156, -0.0002, 0.0001, 0.001
O, 2.432, 8.9494, 13.4768, 0.0009, 0.0002, 0.0003
O, 8.1166, 1.5226, 15.9445, 0.0005, 0.0011, 0.0012
O, 4.2149, 6.9762, 12.9479, -0.001, 0.0015, 0.0023
O, 4.2367, 2.0034, 18.7514, 0.0007, 0.0003, 0.0008
O, 7.3187, 4.4112, 21.2834, 0.0004, -0.0001, 0.0015
O, 8.457, 2.9344, 11.1213, 0.0006, 0.0008, -0.0011
O, 1.2503, 6.8654, 17.4541, 0.0002, 0.0007, 0.0009
O, 5.7184, 1.557, 14.8307, 0.0006, 0.0023, -0.0008
O, 8.1855, 9.7713, 11.8369, -0.0093, -0.0004, 0.0014
O, 9.222, 6.2941, 21.2532, 0.0004, 0.0001, 0.0007
O, 9.109, 7.6888, 12.9607, -0.002, -0.0018, 0.0037
O, 1.729, 0.1331, 11.97, 0.0006, 0.0022, -0.0001
O, 6.7074, 6.1557, 17.0988, 0.0011, 0.0002, 0.0007
O, 7.4684, 7.8017, 15.0859, 0.0012, 0.0004, -0.0007
O, 1.2767, 10.3019, 21.2613, 0.0005, 0.0001, 0.0015
O, 10.0795, 8.1902, 18.4411, 0.0005, 0.0006, 0.0008
O, 3.9744, 0.8473, 21.1032, 0.0007, 0.0002, 0.0008
O, 0.3618, 5.2781, 10.995, 0.0025, 0.0004, -0.0113
O, 6.7162, 1.6031, 9.6756, -0.0006, 0.0091, 0.0004
O, 4.8544, 8.7175, 14.7437, -0.0001, -0.0001, 0

Results
free energy: -144174.212 eV
free energy less fixed offsets of As -4856.12, O -568.88, Si -635.61 eV per atom: 2.138 eV

The program warned: the cutoff lies below the one the program advises for these potential files; the forces do not sum to zero within the program's tolerance; the exchange-correlation potential is rough where the density is thin.
